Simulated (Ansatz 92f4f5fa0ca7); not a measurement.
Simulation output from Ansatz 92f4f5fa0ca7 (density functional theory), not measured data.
Periodic cell of 184 atoms, Si120O64, from a study of silicon, its oxide and their interface. The atomic structure is a simulated model.

Settings: functional r2SCAN; potential files Ansatz PAW; basis plane waves; wave-function cutoff 800 eV; density cutoff ratio 5; exchange-correlation grid ratio 1; k mesh 1 x 1 x 1, shifted by 0.5 0.5 0 of a step; self-consistency stop 1e-10 eV per atom in the density residual; occupations fixed; spin none; net charge 0.

Cell vectors (angstrom)
a	10.888	0	0
b	0	10.888	0
c	0	0	27.6829

Atoms and the computed forces on them: element, x, y, z (angstrom), force x, y, z (eV/angstrom)
Si	0.004	1.125	0.9372	-0.2082	-0.1015	-0.0289
Si	3.4375	0.0218	-1.9568	-0.0045	-0.0122	0.0654
Si	-0.5845	6.0697	0.1602	0.007	-0.1093	0.1294
Si	3.3826	8.033	-0.8459	-0.0426	0.0751	0.0416
Si	6.0208	-0.1514	-0.2826	-0.0452	-0.0882	-0.1096
Si	7.7979	3.0431	0.0475	0.1125	-0.0003	0.0382
Si	5.7323	4.3606	-0.327	-0.0957	0.0098	0.0717
Si	8.9649	7.9879	-0.4342	-0.0181	0.0899	0.1273
Si	2.2744	1.2341	0.5411	0.1131	0.0039	0.0212
Si	4.0659	3.8085	1.3835	0.0751	-0.0239	0.1039
Si	1.3009	6.9254	1.2535	-0.03	-0.0953	0.0719
Si	5.2029	8.6721	0.5272	0.0042	0.0134	0.0253
Si	6.7869	1.377	1.3716	0.0658	0.019	0.0765
Si	9.2262	4.3397	1.4155	0.0527	0.0788	-0.0996
Si	6.9264	7.1594	0.4454	-0.1463	-0.0441	0.1563
Si	9.751	9.7674	1.2473	0.0087	-0.0361	0.161
Si	-0.3239	2.7804	2.6223	0.1073	0.0634	0.0802
Si	3.2389	-0.4018	2.9916	0.0691	-0.084	0.0467
Si	0.0597	8.3062	2.7075	0.0593	-0.0434	-0.0092
Si	2.7063	5.4444	2.5185	0.0588	0.0598	0.0382
Si	5.4602	2.6497	2.8474	-0.0461	0.0103	0.018
Si	8.1443	-0.0413	2.6607	0.0006	0.0323	-0.0159
Si	4.8573	8.7326	2.8581	-0.0895	-0.0081	0.0625
Si	8.0517	5.6215	2.8821	0.0641	-0.0229	0.2159
Si	1.3175	4.0404	3.8819	0.0067	-0.0302	0.0432
Si	4.1599	1.3295	4.2489	-0.0534	0.001	0.0508
Si	1.3891	9.5763	4.135	0.0124	0.0371	-0.0487
Si	3.9767	6.8418	3.9944	0.0392	-0.0117	-0.0081
Si	6.7598	4.1235	4.1555	0.02	0.0491	0.0141
Si	9.3978	1.384	4.1002	-0.0643	-0.0294	0.0091
Si	6.7296	9.5659	4.0457	-0.0321	-0.0511	0.0105
Si	9.5751	6.9102	4.0902	-0.0851	-0.0375	0.0383
Si	-0.0161	0.07	5.4218	-0.0258	0.0173	0.0106
Si	2.6767	2.7456	5.3746	-0.0069	0.0054	0.0105
Si	0.0265	5.4196	5.3625	-0.0388	0.0259	-0.0425
Si	2.6711	8.1388	5.4888	-0.0083	-0.0071	-0.001
Si	5.5138	-0.0059	5.5851	-0.0046	0.0426	-0.0338
Si	8.1102	2.7343	5.511	-0.01	0.0214	-0.0242
Si	5.366	5.5109	5.4134	0.0548	-0.0205	0.0283
Si	8.1246	8.2114	5.4004	0.0561	-0.0431	0.0532
Si	1.3661	1.3965	6.7883	-0.0148	-0.0147	0.0121
Si	4.0362	4.103	6.7616	0.0466	0.0192	-0.0105
Si	1.334	6.7643	6.8169	-0.0065	0.0447	-0.0215
Si	4.0797	9.4957	6.8428	0.0407	-0.0048	0.0001
Si	6.823	1.3709	6.9194	-0.0395	0.0063	0.0064
Si	9.5626	4.0745	6.7784	-0.0182	-0.0221	0.0034
Si	6.816	6.8061	6.7733	0.0276	-0.0287	-0.0198
Si	9.4924	9.5676	6.7626	-0.0299	0.0076	0.0061
Si	0.0186	2.7121	8.1791	0.0457	-0.0045	-0.017
Si	2.7207	0.0344	8.1733	0.0028	-0.036	-0.0045
Si	-0.0546	8.1677	8.1139	0.014	-0.0317	-0.0052
Si	2.7124	5.4201	8.1709	0.0007	0.0155	-0.024
Si	5.4116	2.7456	8.1669	0.0035	0.0009	0.0044
Si	8.2074	0.0043	8.2258	-0.0204	0.0075	-0.024
Si	5.4707	8.1328	8.1615	-0.0304	0.0324	-0.0286
Si	8.2053	5.431	8.1362	-0.004	-0.0091	0.0055
Si	1.3807	4.0572	9.5446	-0.0033	-0.0224	0.0089
Si	4.0949	1.3917	9.5747	0.0579	0.0289	0.0139
Si	1.3002	9.544	9.4647	0.0571	0.038	0.0546
Si	4.1259	6.7484	9.4961	0.0078	0.0132	0.0199
Si	6.8569	4.0457	9.4957	-0.0046	-0.0076	0.01
Si	9.6007	1.33	9.5787	-0.0616	-0.0212	0.0339
Si	6.8221	9.4959	9.5209	-0.0322	-0.0368	-0.0022
Si	9.5757	6.7679	9.532	0.008	0.0258	-0.0141
Si	0.0141	-0.0537	10.9957	-0.001	-0.0014	0.0017
Si	2.7399	2.7668	10.9598	-0.016	-0.0062	-0.0177
Si	0.1125	5.4438	10.938	-0.0113	-0.0127	-0.0301
Si	2.7104	8.1719	10.7113	0.077	-0.01	0.0153
Si	5.4932	-0.0111	10.8875	-0.0034	0.0588	-0.0335
Si	8.2587	2.7228	10.8958	0.0319	-0.0026	-0.0047
Si	5.5039	5.3716	10.8575	0.0149	0.04	-0.0395
Si	8.1695	8.0988	10.847	-0.0104	0.0137	-0.0196
Si	1.4149	1.3675	12.3136	-0.0595	0.0157	-0.0422
Si	4.1567	4.1154	12.3347	0.0444	0.0482	0.0573
Si	1.6105	6.7881	12.236	-0.0127	0.0269	0.1236
Si	4.0117	9.4846	12.107	0.0156	0.0317	-0.0125
Si	6.9605	1.2833	12.2297	-0.046	-0.061	-0.0112
Si	9.5977	4.1177	12.2879	0.0094	-0.0173	-0.0415
Si	6.8082	6.7677	12.2081	-0.0343	0.0005	-0.0255
Si	9.5098	9.3324	12.2887	0.1469	-0.0588	-0.0004
Si	0.1081	2.7987	13.6631	-0.007	-0.0672	-0.093
Si	2.7083	-0.0981	13.6161	0.0888	-0.01	-0.0415
Si	0.156	8.0086	13.5639	0.025	0.1538	-0.0981
Si	3.4581	6.0519	13.6496	0.0185	-0.0159	-0.2401
Si	5.4591	2.5334	13.517	-0.0686	-0.0204	0.0094
Si	8.0378	-0.326	13.657	-0.0299	0	-0.1022
Si	5.1268	7.8812	13.4097	-0.0311	-0.0975	-0.0478
Si	8.1114	5.3839	13.5938	-0.006	0.0141	0.0194
Si	1.6318	3.9558	16.1284	-0.0386	0.0029	-0.0395
Si	4.6106	0.6799	14.711	0.0155	-0.014	-0.133
Si	1.185	9.5475	14.921	-0.0078	-0.1181	-0.0482
Si	2.876	5.9245	15.9622	0.0998	0.1294	0.0069
Si	6.7922	3.9125	14.7941	-0.0008	-0.0343	-0.0762
Si	9.5558	0.4926	15.2728	-0.0642	-0.032	-0.0263
Si	6.0805	9.6538	14.7251	-0.0279	0.0629	0.0372
Si	9.1435	6.4614	15.4214	0.0194	-0.0395	-0.051
Si	22.5798	-2.7584	19.2497	0.0341	-0.0365	-0.0314
Si	30.3609	22.1077	25.6724	-0.0279	0.0657	0.0655
Si	-18.3057	34.3583	17.3425	0.0464	-0.003	-0.0513
Si	-25.4091	-24.4253	17.0606	0.02	-0.0512	-0.0597
Si	9.7581	12.8925	26.7524	-0.0752	-0.0018	-0.0786
Si	39.4041	25.3707	21.4624	-0.0085	-0.0031	-0.0147
Si	-21.9396	-15.4739	23.1377	0.0062	-0.0138	-0.0236
Si	2.3637	17.7183	21.4907	-0.0373	0.0128	0.0253
Si	-5.1031	35.6233	18.7475	0.0483	-0.0045	0.0012
Si	3.0246	9.8742	18.6981	0.0116	-0.0489	0.0028
Si	22.224	-6.4916	25.428	0.0014	0.0673	0.0499
Si	12.9081	40.7317	16.5832	-0.085	0.0088	0.0019
Si	-1.8527	-5.3512	20.4967	-0.037	-0.0029	-0.0022
Si	-18.2886	-27.5619	25.4493	0.0048	0.0161	0.0322
Si	-16.1569	-16.215	17.2204	-0.0627	-0.0241	-0.0517
Si	-13.6683	23.9901	17.0757	0.0039	-0.0005	-0.0779
Si	39.8726	-1.5462	22.3694	-0.0178	0.025	-0.0052
Si	-1.948	19.3361	24.7686	0.0219	-0.0475	0.0313
Si	4.2065	20.351	21.3562	-0.0061	0.0082	0.034
Si	-6.9985	-9.6451	22.9562	0.0621	-0.0156	0.0362
Si	7.0247	12.2228	23.2881	-0.0076	-0.0021	0.0019
Si	30.3654	8.2837	19.7442	-0.0131	-0.0609	-0.0383
Si	-0.9087	4.4919	17.826	-0.0436	0.0023	-0.0525
Si	-6.9485	-28.302	22.448	0.0299	0.0067	0.0511
O	6.3723	5.8611	-0.3977	0.1501	0.1126	-0.0171
O	4.952	11.2186	-1.4381	0.0285	0.0769	-0.0313
O	-14.2907	2.6732	-5.1373	0.0179	0.0046	0.0042
O	5.4317	23.1335	-4.3084	-0.0016	-0.0042	0.0392
O	-15.0078	1.9748	-9.7529	-0.0167	-0.0387	0.0054
O	0.5584	14.9913	-10.3597	0.0195	-0.0497	0.0412
O	-32.5762	48.4545	-3.7534	0.0079	-0.0489	-0.0295
O	14.5675	0.0373	-5.8025	-0.031	-0.0037	-0.0153
O	18.399	0.0235	-5.1615	0.0307	-0.0141	-0.0196
O	-5.3598	-17.3293	-5.5702	-0.0126	0.0104	0.0165
O	3.1352	5.3813	-6.2338	0.005	-0.0145	-0.03
O	18.975	-23.6886	-6.5973	0.0118	0.0339	0.04
O	3.4604	2.7677	-5.211	-0.0513	-0.0041	-0.0196
O	12.4348	-3.9241	-7.5876	-0.0029	0.0035	-0.0211
O	-10.9471	21.3094	-12.091	-0.0192	0.0583	0.0066
O	-10.0724	18.6289	-10.0117	-0.0223	0.0376	0.0258
O	5.6405	-1.7558	22.0328	-0.0067	-0.0144	0.0085
O	-20.1328	-1.3903	19.459	-0.0085	0.0256	0.0226
O	7.7023	12.2028	24.7324	0.0241	-0.01	-0.0315
O	1.2856	-4.0262	22.7002	0.0148	0.0176	0.0127
O	14.035	0.6863	24.2847	-0.024	0.0231	-0.0253
O	51.488	26.2121	20.8373	0.0176	0.01	-0.0076
O	20.8985	7.4421	24.0622	0.0277	-0.0175	-0.0818
O	-15.8003	26.6995	15.7802	-0.0356	0.0169	0.0084
O	2.8083	0.4998	18.1887	-0.0484	0.014	-0.0109
O	13.9335	0.0908	29.1034	-0.0574	0.1108	0.0015
O	-8.8407	4.3998	25.7319	0.0054	-0.0126	0.0158
O	14.064	-34.261	25.7954	-0.0222	0.0109	-0.034
O	18.353	21.3557	26.6265	0.0951	0.054	-0.0054
O	17.2552	9.3662	16.3267	-0.0287	0.046	0.0117
O	20.9516	26.8493	19.3323	0.0311	-0.0004	-0.0033
O	9.3486	16.4058	16.7334	-0.015	0.0107	0.0363
O	4.5035	1.0349	16.3035	0.0013	0.0288	0.085
O	-1.0588	5.9807	21.8293	0.0014	0.0015	0.0054
O	15.146	-12.118	19.7342	0.0151	-0.0119	-0.0108
O	10.5508	-14.8189	14.7745	-0.0592	-0.0465	0.0154
O	-12.3851	-0.8578	24.8785	-0.0267	0.0015	0.0176
O	-0.7454	23.6702	14.7072	-0.0389	0.005	-0.0044
O	10.1924	19.2865	19.7257	0.0093	0.029	0.0087
O	-2.5275	7.7836	15.9562	0.0274	0.0405	0.0339
O	13.88	24.462	28.4468	-0.0449	-0.0182	-0.0381
O	-15.7315	-8.1926	20.3108	-0.0073	-0.0219	0.0027
O	3.5241	-4.2556	26.0053	0.0018	-0.0465	-0.0346
O	7.6453	-2.3698	23.7244	-0.0322	-0.0183	-0.0623
O	4.256	2.6401	18.3794	-0.043	0.002	0.0103
O	-18.573	-23.8056	17.4361	0.0281	-0.0297	0.0132
O	7.928	19.7509	18.3898	0.0025	0.0394	0.0229
O	-8.4867	33.4515	26.6831	-0.0174	0.0101	-0.0061
O	14.1921	29.9233	21.6903	0.0124	-0.0062	0.0003
O	6.0467	-6.3655	18.3871	0.024	0.0514	0.0023
O	-3.1401	-7.9221	15.6969	0.0344	-0.0623	0.0279
O	23.8617	7.8713	27.8151	-0.0364	0.0456	-0.0122
O	-0.2446	5.4971	26.3591	0.0692	-0.0319	-0.1029
O	25.4919	-5.8155	23.8712	0.0054	0.0012	-0.0827
O	9.0844	3.1587	17.931	0.011	-0.0053	0.0345
O	15.6038	-6.6515	26.0747	-0.0142	-0.0229	-0.0861
O	-20.7844	-17.9866	14.6324	0.0062	0.0141	0.0168
O	-11.0834	2.9449	25.7527	-0.0229	-0.0833	0.0181
O	-19.3487	2.5775	16.4853	0.0205	0.0273	0.0134
O	-14.6789	17.5581	29.7005	0.0285	0.0483	-0.0763
O	-23.8446	-10.0717	16.6918	0.0064	-0.0037	0.0541
O	-4.5133	17.8388	17.4615	-0.01	0.0549	0.0533
O	-6.857	-5.0781	17.1537	-0.0034	-0.0344	-0.0773
O	-24.4884	28.5137	19.8625	-0.0179	-0.0008	-0.0113

Results
free energy: -113253.866 eV
free energy less fixed offsets of O -570.45, Si -639.56 eV per atom: 2.134 eV

The program warned: the cutoff lies below the one the program advises for these potential files; the forces do not sum to zero within the program's tolerance; empty levels may hold ghost states of the PAW files; the exchange-correlation potential is rough where the density is thin.
